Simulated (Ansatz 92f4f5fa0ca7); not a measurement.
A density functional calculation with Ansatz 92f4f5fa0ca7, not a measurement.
Periodic cell of 406 atoms, Si266O140, from a study of silicon, its oxide and their interface. The atomic structure is a simulated model.
Doubt: the cutoff is far below the 930 eV that the study's wrapper takes by default for these files, so forces and energies are approximate.

Settings
functional: PBE
potential files: Ansatz PAW
basis: plane waves
wave-function cutoff: 580 eV
density cutoff ratio: 5
exchange-correlation grid ratio: 1
k mesh: 1 x 1 x 1, Gamma-centred
self-consistency stop: 5e-08 eV per atom in the density residual
occupations: fixed
spin: none
net charge: 0

Cell vectors (angstrom)
a 15.4687 0 0
b 0 12.8259 0
c 0 0 36.0611

Atoms and the computed forces on them: element, x, y, z (angstrom), force x, y, z (eV/angstrom)
Si -0.001 1.161 33.393 -0.017 -0.031 -0.048
Si 3.859 1.156 33.402 0.012 0.001 -0.033
Si 7.72 1.156 33.388 -0.01 -0.017 -0.036
Si 11.561 1.156 33.404 0.031 0.002 -0.015
Si 1.936 7.572 33.394 0.011 -0.027 -0.023
Si 5.786 7.569 33.398 0.012 0.007 -0.02
Si 9.668 7.57 33.399 -0.003 -0.004 -0.014
Si 13.51 7.571 33.397 0.023 0.004 -0.009
Si 1.934 5.247 33.794 -0.029 -0.096 -0.153
Si 5.801 5.247 33.794 -0.069 -0.145 -0.033
Si 9.668 5.247 33.794 -0.043 -0.165 -0.111
Si 13.535 5.247 33.794 -0.05 -0.063 -0.052
Si 0 11.66 33.794 -0.018 -0.03 0.172
Si 3.867 11.66 33.794 0.06 -0.185 -0.001
Si 7.734 11.66 33.794 -0.019 -0.076 0.09
Si 11.602 11.66 33.794 -0.086 -0.165 -0.005
Si 0 4.664 35.031 0.016 -0.054 -0.058
Si 3.867 4.664 35.031 0.033 -0.042 -0.048
Si 7.734 4.664 35.031 0.004 -0.051 -0.041
Si 11.602 4.664 35.031 0.014 -0.048 -0.049
Si 1.934 11.077 35.031 0.017 -0.013 -0.029
Si 5.801 11.077 35.031 0.008 -0.01 -0.014
Si 9.668 11.077 35.031 -0.002 0 -0.019
Si 13.535 11.077 35.031 0.013 -0.017 -0.022
Si 0 2.332 35.443 0.029 0.013 0.09
Si 3.867 2.332 35.443 -0.006 0.006 0.125
Si 7.734 2.332 35.443 -0.008 -0.008 0.022
Si 11.602 2.332 35.443 -0.131 0.007 0.14
Si 1.934 8.745 35.443 0.028 0.008 0.069
Si 5.801 8.745 35.443 -0.052 0.014 0.106
Si 9.668 8.745 35.443 0.029 0.01 0.106
Si 13.535 8.745 35.443 -0.087 0.008 0.094
Si 1.934 1.749 0.619 0.035 0.007 0
Si 5.801 1.749 0.619 0.025 -0.005 -0.01
Si 9.668 1.749 0.619 0.018 0.027 0.011
Si 13.535 1.749 0.619 -0.01 -0.026 -0.031
Si 0 8.162 0.619 0.031 0.009 -0.037
Si 3.867 8.162 0.619 -0.009 0.006 0.002
Si 7.734 8.162 0.619 0.004 -0.002 -0.021
Si 11.602 8.162 0.619 -0.005 0.03 0.016
Si 0 5.83 1.031 -0.013 0.039 0.045
Si 3.867 5.83 1.031 -0.032 0.02 0.025
Si 7.734 5.83 1.031 0.003 0.023 0.016
Si 11.602 5.83 1.031 -0.014 0.001 0.002
Si 1.934 12.243 1.031 -0.007 -0.035 -0.025
Si 5.801 12.243 1.031 -0.006 -0.005 0.015
Si 9.668 12.243 1.031 0.004 -0.055 -0.043
Si 13.535 12.243 1.031 -0.015 0.022 0.039
Si 1.934 5.247 2.268 0.078 -0.009 -0.009
Si 5.801 5.247 2.268 0.023 0.007 0.085
Si 9.668 5.247 2.268 0.014 -0.019 -0.141
Si 13.535 5.247 2.268 -0.019 -0.001 -0.02
Si 0 11.66 2.268 0.135 -0.03 -0.251
Si 3.867 11.66 2.268 0.028 -0.006 -0.113
Si 7.734 11.66 2.268 0.083 0.003 -0.094
Si 11.602 11.66 2.268 -0.159 -0.034 -0.212
Si 1.934 2.915 2.68 -0.036 0.025 0.034
Si 5.801 2.915 2.68 -0.024 0.038 0.03
Si 9.668 2.915 2.68 -0.02 0.015 0.024
Si 13.535 2.915 2.68 0.001 0.036 0.034
Si 0 9.328 2.68 -0.03 -0.035 -0.008
Si 3.867 9.328 2.68 0.005 0.054 0.064
Si 7.734 9.328 2.68 -0.007 0.017 0.003
Si 11.602 9.328 2.68 0.002 0.026 0.034
Si -0.321 -0.221 27.184 0.068 0.482 -0.208
Si 4.226 -0.309 26.773 -0.163 0.472 -0.03
Si 7.384 -0.063 26.745 0.174 0.577 -0.191
Si 11.996 -0.322 26.954 0.033 0.62 -0.324
Si 1.464 6.296 26.923 0.112 0.656 -0.122
Si 6.118 6.221 26.83 -0.002 0.605 -0.227
Si 9.252 6.29 26.826 0.036 0.697 -0.166
Si 13.782 6.286 26.771 0.012 0.574 -0.083
Si 1.874 4.003 27.139 -0.098 -0.292 -0.342
Si 5.752 3.908 26.99 0.051 -0.392 -0.504
Si 9.571 3.993 27.171 -0.18 -0.484 -0.285
Si 13.429 3.965 26.995 -0.025 -0.251 -0.372
Si 0.021 10.332 27.298 0.031 -0.345 -0.464
Si 3.906 10.254 27.309 0.046 -0.464 -0.348
Si 7.785 10.438 26.98 -0.087 -0.275 -0.555
Si 11.636 10.245 27.333 0.018 -0.615 -0.363
Si -0.1 3.376 28.306 0.074 -0.005 0.232
Si 3.843 3.41 28.295 -0.03 0.097 0.285
Si 7.631 3.378 28.373 0.091 0.053 0.219
Si 11.557 3.434 28.325 -0.068 0.057 0.252
Si 1.946 9.831 28.522 -0.015 0.074 0.183
Si 5.926 9.779 28.379 -0.032 0.046 0.276
Si 9.605 9.849 28.388 0.004 0.074 0.308
Si 13.572 9.709 28.506 0.041 -0.027 0.298
Si -0.062 1.128 29.037 -0.064 0.025 0.097
Si 3.846 1.079 28.762 0.034 -0.287 -0.124
Si 7.663 1.069 28.843 0.017 -0.086 -0.021
Si 11.552 1.106 28.832 0.108 -0.177 -0.034
Si 1.872 7.525 28.945 0.009 -0.311 -0.182
Si 5.85 7.463 28.876 -0.02 -0.175 -0.039
Si 9.574 7.531 28.863 0.018 -0.275 -0.097
Si 13.518 7.411 28.903 -0.014 -0.176 -0.151
Si 1.949 0.554 30.11 -0.002 -0.016 -0.044
Si 5.745 0.535 30.099 0.007 -0.056 -0.034
Si 9.623 0.535 30.061 -0.06 -0.068 0.004
Si 13.448 0.565 30.193 -0.006 -0.109 -0.061
Si -0.031 6.921 30.185 -0.059 -0.085 -0.024
Si 3.864 6.918 30.073 0.011 0.008 -0.103
Si 7.723 6.934 30.179 -0.057 -0.077 -0.026
Si 11.534 6.923 30.073 0.01 -0.027 -0.06
Si -0.036 4.567 30.442 0.05 0.065 -0.042
Si 3.858 4.575 30.421 0.023 -0.008 0.049
Si 7.691 4.581 30.473 0.002 0.03 -0.008
Si 11.566 4.585 30.441 -0.016 0.006 0.069
Si 1.93 11.051 30.537 -0.017 0.015 0.071
Si 5.817 11.005 30.461 -0.017 0.056 -0.031
Si 9.633 11.027 30.471 0.034 0.034 0.018
Si 13.53 11.02 30.52 -0.032 0.075 -0.057
Si 1.92 4.052 31.713 -0.001 -0.046 -0.177
Si 5.768 4.04 31.739 0.007 0.02 -0.156
Si 9.641 4.035 31.726 0.004 -0.039 -0.159
Si 13.504 4.054 31.732 -0.013 0.018 -0.191
Si -0.007 10.469 31.765 0.005 0.015 -0.106
Si 3.881 10.453 31.738 0.013 0.005 -0.144
Si 7.727 10.469 31.753 -0.019 0.046 -0.155
Si 11.576 10.456 31.736 -0.004 -0.016 -0.16
Si 1.941 1.732 32.162 0.042 -0.002 -0.038
Si 5.778 1.715 32.16 0.009 -0.053 -0.05
Si 9.642 1.708 32.134 -0.009 0.024 -0.03
Si 13.499 1.743 32.221 -0.049 -0.083 -0.059
Si -0.016 8.143 32.199 -0.042 -0.078 -0.029
Si 3.865 8.117 32.136 -0.035 -0.027 -0.043
Si 7.727 8.147 32.198 -0.021 -0.079 -0.039
Si 11.582 8.122 32.135 -0.022 -0.016 -0.041
Si 0 2.332 3.917 0.07 0.185 -0.139
Si 3.867 2.332 3.917 0.157 0.132 0.062
Si 7.734 2.332 3.917 0.083 0.195 0.11
Si 11.602 2.332 3.917 -0.094 0.172 0.029
Si 1.934 8.745 3.917 -0.039 0.121 0.054
Si 5.801 8.745 3.917 0.075 0.028 -0.039
Si 9.668 8.745 3.917 -0.076 0.224 -0.07
Si 13.535 8.745 3.917 0.099 -0.033 -0.332
Si 1.967 6.422 4.326 -0.017 0.041 0.089
Si 5.819 6.422 4.342 -0.007 0.05 0.05
Si 9.674 6.426 4.305 -0.004 -0.015 0.053
Si 13.534 6.423 4.323 0.016 0.002 0.032
Si 0.033 12.837 4.292 -0.016 -0.022 0.02
Si 3.886 12.832 4.313 -0.004 0.012 0.004
Si 7.752 12.838 4.313 -0.027 -0.018 -0.001
Si 11.57 12.838 4.296 0.009 0.016 0.021
Si 0.02 5.879 5.542 -0.092 -0.024 0.018
Si 3.894 5.869 5.608 0.013 -0.043 0.034
Si 7.774 5.867 5.571 0.035 0.051 0.073
Si 11.586 5.865 5.553 0.038 -0.104 -0.018
Si 1.958 12.271 5.545 0.048 0.027 0.052
Si 5.827 12.254 5.527 0.042 0.046 0.069
Si 9.663 12.309 5.595 0.003 0.004 0.053
Si 13.534 12.241 5.415 0.02 0.118 0.037
Si 0.032 3.546 5.945 0.025 -0.016 0.159
Si 3.927 3.532 5.981 -0.051 0.08 0.143
Si 7.776 3.535 5.991 0.021 0.014 0.163
Si 11.595 3.541 5.975 -0.012 0.052 0.165
Si 1.928 9.946 5.984 0.054 0.042 0.146
Si 5.82 9.927 5.967 0.003 0.008 0.119
Si 9.654 9.969 5.956 -0.002 0.048 0.174
Si 13.559 9.944 5.916 -0.038 -0.096 0.024
Si 1.976 2.989 7.202 -0.001 0.025 -0.124
Si 5.865 2.983 7.271 -0.008 -0.081 0.072
Si 9.689 3.025 7.325 0.02 -0.038 -0.015
Si 13.56 2.989 7.169 -0.027 -0.021 -0.08
Si -0.032 9.435 7.237 -0.064 0.001 0.139
Si 3.882 9.358 7.206 -0.004 -0.049 -0.069
Si 7.747 9.407 7.259 -0.015 -0.09 0.108
Si 11.627 9.349 7.096 0.003 -0.026 0.025
Si 0.033 7.095 7.583 0.013 0.054 0.004
Si 3.911 7.046 7.698 0.06 -0.002 0.078
Si 7.855 7.047 7.647 0 0.05 0.063
Si 11.569 7.042 7.606 -0.014 0.008 -0.095
Si 1.999 13.474 7.587 -0.055 0.003 0.133
Si 5.858 13.452 7.562 0.048 0.065 0.009
Si 9.676 13.508 7.677 -0.024 0.022 0.055
Si 13.527 13.458 7.388 0.067 0.099 -0.115
Si 1.911 6.542 8.905 0.017 0.272 0.064
Si 5.944 6.449 8.865 0.018 0.11 0.066
Si 9.752 6.51 9.052 -0.057 0.213 0.207
Si 13.533 6.523 8.729 -0.035 -0.169 0.14
Si -0.049 12.956 8.637 0.128 0.039 0.098
Si 3.96 12.823 8.788 -0.014 0.259 0.068
Si 7.723 12.97 8.934 0.068 0.163 0.041
Si 11.701 12.88 8.715 0.013 0.19 0.079
Si 1.98 4.184 9.255 0.018 -0.094 -0.169
Si 5.947 4.168 9.402 -0.085 0.047 -0.392
Si 9.704 4.154 9.502 0.002 -0.054 -0.344
Si 13.596 4.257 9.191 0.045 -0.113 -0.456
Si -0.155 10.713 9.299 0.052 0.154 -0.214
Si 3.895 10.518 9.258 0.076 -0.024 -0.249
Si 7.72 10.649 9.346 -0.186 -0.009 -0.281
Si 11.688 10.531 9.102 0.002 -0.05 -0.095
Si 0.03 3.595 10.408 -0.031 0.188 0.484
Si 3.928 3.549 10.419 0.02 0.419 0.331
Si 7.793 3.625 10.836 0.083 0.288 0.628
Si 11.776 3.632 10.508 0.335 0.254 0.417
Si 1.861 10.221 10.388 -0.199 0.496 0.381
Si 5.795 9.87 10.521 0.061 0.225 0.418
Si 9.771 10.117 10.339 0.087 0.564 0.197
Si 13.364 10.307 10.753 -0.365 0.293 0.138
Si -0.589 1.358 10.567 0.394 -0.365 0.045
Si 4.225 1.276 10.767 -0.169 -0.714 0.119
Si 7.361 1.293 11.058 0.037 -0.522 0.174
Si 12.436 1.372 10.578 -0.339 -0.317 0.086
Si 1.599 7.941 10.884 0.146 -0.53 0.081
Si 6.384 7.647 10.873 -0.279 -0.476 0.06
Si 9.558 7.932 11.117 0.089 -0.602 0.064
Si 13.944 8.145 11.384 0.093 -0.232 0.217
O 13.302 19.939 10.284 0.141 0.199 -0.185
O 3.006 13.669 11.803 0.105 0.079 -0.104
O 5.783 0.014 26.301 0.039 -0.074 0.13
O 13.59 0.002 26.663 0.077 -0.087 0.131
O 0.08 7.808 11.537 0.038 0.054 -0.131
O 7.95 7.59 11.477 0.032 0.083 -0.058
O 5.024 6.847 25.766 0.222 -0.057 0.093
O -0.092 6.526 26.388 0.024 -0.157 0.179
O 7.868 4.478 12.324 -0.156 -0.157 -0.757
O 1.747 11.291 11.677 0.097 -0.192 -0.114
O 10.104 11.242 11.53 -0.085 0.042 -0.139
O 12.674 11.142 12.125 0.439 -0.245 -0.335
O 13.261 7.892 12.833 0.086 -0.035 -0.076
O 5.373 7.03 12.038 0.165 -0.034 -0.033
O 10.589 7.732 12.437 -0.373 0.031 -0.233
O 3.815 4.244 11.928 0.061 -0.059 -0.258
O 8.361 13.457 12.202 -0.202 0.13 -0.275
O 5.549 10.344 12.115 0.132 0.028 -0.382
O 0.281 13.527 11.83 -0.183 0.013 -0.068
O 15.602 4.238 11.959 -0.07 -0.033 -0.432
O 12.037 4.412 11.985 -0.057 -0.07 -0.305
O 5.743 13.828 11.449 0.085 0.226 -0.245
O 2.669 7.262 11.935 -0.198 0.044 -0.163
O 1.649 12.82 13.889 -0.081 0.085 -0.281
O 12.916 6.999 25.546 0.119 -0.051 0.161
O 3.31 0.088 25.463 0.169 -0.024 0.089
O 8.248 0.79 25.606 -0.231 -0.24 0.227
O 2.382 6.934 25.717 -0.071 -0.019 0.103
O 7.807 9.671 25.475 0.032 0.215 0.64
O 2.02 3.348 25.601 0.028 0.131 0.372
O 10.291 6.931 25.711 -0.209 -0.093 0.084
O 3.794 9.233 25.983 -0.002 0.22 0.131
O 7.68 6.521 26.275 -0.028 -0.173 0.285
O 9.522 3.166 25.717 0.048 0.159 0.235
O 5.671 3.084 25.496 -0.037 0.099 0.657
O 11.214 0.087 25.565 0.053 -0.033 0.271
O 0.768 0.398 26.111 -0.095 0.134 0.223
O -3.882 -3.527 25.949 0.017 0.207 0.129
O 0.144 9.722 25.714 -0.059 -0.034 0.459
O 13.217 3.206 25.496 0.008 0.168 0.498
Si 9.458 8.783 17.646 -0.033 0.044 -0.016
Si 13.792 -0.209 23.321 0.042 -0.063 -0.296
Si 7.825 2.222 15.644 -0.213 -0.085 0.127
Si 6.092 2.918 23.922 -0.033 0.088 -0.428
Si 14.713 11.942 20.476 0.088 -0.096 -0.039
Si 13.18 2.938 21.242 0.032 -0.002 -0.214
Si 11.926 9.706 16.101 0.008 0.112 0.341
Si 2.938 3.369 21.5 0.147 0.064 -0.098
Si 16.129 12.646 17.959 0.059 0.005 0.11
Si 0.407 4.045 13.545 -0.008 -0.184 0.181
Si 5.546 6.06 17.021 -0.041 -0.103 0.08
Si 13.277 12.657 16.44 0.096 0 0.05
Si 5.127 -0.447 19.336 -0.091 -0.03 -0.058
Si 7.645 9.222 23.921 -0.005 -0.039 -0.495
Si 11.288 12.035 12.342 -0.262 0.106 0.012
Si 11.554 7.845 25.212 0.033 -0.019 -0.046
Si 9.306 0.124 19.768 -0.041 -0.045 0.061
Si 0.57 7.063 19.518 0.078 0.054 -0.081
Si 4.98 3.105 15.886 0.062 -0.077 0.219
Si 10.2 8.364 22.577 -0.15 0.239 -0.168
Si 12.413 13.216 19.372 -0.021 -0.121 -0.083
Si 2.571 7.271 17.216 -0.044 0.083 0.115
Si 1.796 0.125 24.879 -0.179 -0.132 -0.006
Si 11.628 4.383 19.159 0.003 -0.02 -0.024
Si 5.409 5.135 21.807 -0.168 0.057 -0.211
Si 18.135 -0.93 14.749 0.1 -0.062 0.362
Si 7.968 7.343 15.473 -0.09 0.12 0.278
Si 3.73 7.743 25.331 -0.042 -0.039 -0.158
Si 1.47 2.969 24.123 0.067 0.094 -0.339
Si 1.682 12.819 12.256 -0.043 0.02 0.134
Si 11.663 4.564 13.568 0.005 -0.333 0.19
Si 0.843 9.52 21.488 0.08 0.067 -0.138
Si 7.345 5.394 19.462 -0.058 0.05 0.008
Si 0.163 10.445 24.256 -0.041 0.069 -0.319
Si 8.543 4.673 13.802 0.077 -0.061 0.473
Si 3.267 0.961 17.138 0.053 0.021 0
Si 15.596 6.131 15.728 0.05 0.061 0.259
Si 10.856 12.945 23.987 0.02 -0.192 -0.311
Si 3.984 7.21 12.888 0.105 0.168 0.092
Si 13.663 2.455 15.001 0.039 -0.059 0.071
Si 14.398 8.344 17.146 0.106 0.074 0.054
Si -1.546 2.661 24.134 0.083 -0.163 -0.213
Si -1.152 3.968 17.593 0.001 -0.072 -0.009
Si 4.972 8.146 22.75 0.08 0.116 -0.316
Si 8.863 2.047 24.74 0.106 -0.031 -0.188
Si 1.482 10.072 16.829 0.054 -0.087 0.04
Si 8.821 12.75 13.606 -0.191 -0.025 0.513
Si 9.015 2.828 18.512 -0.077 -0.026 -0.019
Si 7.409 10.392 14.914 -0.019 0.012 0.288
Si 4.793 10.095 13.532 0.025 0.004 0.29
Si 11.826 7.646 13.545 -0.105 0.079 0.323
Si 3.514 4.36 13.51 -0.004 -0.23 0.28
Si 7.745 11.158 17.885 -0.081 -0.059 0.002
Si 0.273 4 20.12 0.128 -0.003 -0.072
Si 9.98 6.964 19.876 -0.075 0.049 0.006
Si 3.812 10.772 21.441 0.07 -0.038 -0.081
Si 4.674 0.816 21.931 -0.177 -0.07 -0.19
Si 9.112 -1.733 22.296 0.061 -0.106 -0.132
O 12.921 4.559 18.185 -0.067 0.047 -0.039
O 12.123 4.037 20.674 0.031 -0.036 0.094
O 14.504 7.329 15.867 0.035 -0.083 -0.051
O 12.488 3.435 14.428 -0.159 0.222 -0.155
O 12.589 11.224 15.948 -0.054 -0.049 -0.067
O 8.122 9.59 18.171 0.014 -0.006 0.01
O 4.718 9.462 21.82 0.014 -0.068 0.087
O 11.724 8.809 14.725 -0.015 -0.158 -0.349
O 15.255 5.092 16.921 0.01 0.043 -0.093
O 2.266 10.301 21.479 -0.076 -0.012 0.075
O 15.014 2.765 14.117 0.05 -0.02 -0.117
O 10.599 3.241 18.594 0.036 0.006 -0.027
O 5.809 10.229 14.784 -0.085 -0.032 -0.142
O 4.066 8.638 13.675 -0.037 -0.129 -0.096
O 5.615 0.493 20.607 0.038 0.028 0.073
O 10.439 9.789 16.793 0.05 -0.018 -0.071
O 8.687 2.272 17.021 0.045 -0.001 -0.062
O 14.191 11.221 24.063 -0.02 -0.035 0.156
O 9.836 -1.072 23.588 -0.007 0.039 0.19
O 16.364 8.064 20.767 -0.027 0.003 0.03
O 12.878 8.897 17.165 -0.014 -0.031 -0.028
O 0.202 12.85 19.511 -0.033 -0.02 0.016
O 4.08 12.141 22.36 0.021 0.086 0.037
O 4.187 11.176 19.909 0.02 0.005 -0.004
O 14.623 -0.144 21.919 -0.052 0.111 0.212
O 15.419 5.429 14.283 -0.05 0.064 -0.14
O 12.9 2.807 22.85 0.044 0.005 0.148
O 3.683 7.909 23.709 -0.151 -0.049 0.33
O 5.238 6.759 21.93 -0.011 -0.023 0.097
O 10.096 4.212 13.76 -0.069 0.006 -0.187
O 1.934 6.824 18.65 -0.031 -0.022 0.064
O 6.667 4.855 20.828 0.041 -0.075 0.077
O 13.035 1.657 20.21 -0.007 0.067 0.109
O 8.435 6.211 14.388 -0.02 -0.078 -0.184
O 10.873 5.795 19.23 0.033 0.025 -0.038
O 14.835 7.661 18.568 -0.055 -0.024 0.059
O 4.085 6.751 17.092 0.018 0.027 -0.021
O 6.24 8.47 23.703 -0.001 -0.039 0.249
O 5.409 4.508 16.573 -0.007 0.027 -0.058
O 10.091 9.843 21.839 0.004 -0.072 0.107
O 0.119 5.623 20.113 -0.044 0.018 0.051
O 2.346 3.736 22.98 -0.11 -0.038 0.247
O 8.945 -0.726 18.434 0 0.038 -0.053
O 1.998 3.851 13.865 0.036 0.014 -0.159
O 3.744 11.303 13.706 -0.016 0.035 -0.234
O 1.817 10.655 15.36 0.026 0.084 -0.137
O 10.25 8.286 18.97 0.006 -0.035 0.017
O 4.25 0.47 18.33 0.035 0.007 0.03
O 1.381 11.547 24.158 0.103 0.007 0.067
O 8.783 12.154 21.103 0.017 0.034 0.054
O 6.37 11.669 18.572 0.038 -0.021 0.007
O -0.738 3.432 21.246 -0.103 -0.027 0.095
O -0.215 3.311 18.733 -0.013 0.032 0.007
O 8.02 11.329 13.743 0.072 0.031 -0.214
O 3.442 -0.074 15.889 -0.069 -0.093 -0.177
O 1.788 3.515 20.372 -0.06 0.003 0.027
O 7.995 8.857 14.833 0.035 0.035 -0.132
O 8.08 4.125 18.768 0.028 -0.039 -0.017
O 5.691 4.335 23.2 0.023 -0.082 0.235
O 4.534 3.404 14.347 -0.047 0.059 -0.245
O 4.068 4.486 21.139 0.021 -0.011 0.055
O 9.001 7.469 16.754 0.02 -0.077 -0.117
O 14.849 12.499 16.94 -0.088 0.047 -0.102
O 13.247 0.859 15.13 0.002 -0.008 -0.01
O 10.43 12.376 13.726 0.252 -0.058 -0.158
O 8.704 1.64 19.608 0.01 0.032 0.039
O 15.418 9.559 16.825 -0.05 -0.026 -0.015
O 1.648 6.684 15.991 -0.083 -0.041 -0.119
O 11.659 13.565 11.903 0.153 -0.1 0.002
O 8.423 0.981 14.791 0.103 -0.14 -0.222
O 6.218 2.027 15.947 0.075 0.04 -0.049
O 7.705 2.714 23.808 0.112 -0.005 0.17
O 13.238 11.863 19.791 -0.04 0.041 0.032
O 12.465 0.472 17.73 -0.005 0.071 -0.038
O 10.048 1.515 23.73 -0.078 0.14 0.138
O 11.447 8.146 23.606 0.149 -0.025 0.284
O 7.861 3.654 14.871 0.014 0.173 -0.228
O 3.723 2.461 16.7 -0.005 0.044 -0.035
O 17.03 11.272 17.922 0.001 0.003 0.028
O 1.684 1.37 23.845 0.028 -0.052 0.016
O 8.825 8.185 23.451 0.004 -0.017 0.168
O 6.475 6.928 15.997 0.074 0.03 -0.107
O 6.212 6.05 18.502 0.073 0.024 0.03
O 1.684 13.856 17.559 -0.051 -0.027 -0.011
O -0.099 3.402 23.986 -0.028 0.102 0.145
O 11.876 6.1 14.117 0.048 0.083 -0.045
O 5.43 1.606 23.153 0.057 0.053 0.246
O 3.789 5.936 13.897 0.021 0.111 -0.056
O 7.698 10.496 22.868 0.021 -0.02 0.224
O 8.406 6.565 19.824 0.026 0.009 0.031
O 14.237 1.063 24.218 -0.009 0.005 0.152
O 10.39 7.247 21.418 0.033 -0.045 0.067
O 3.49 1.834 21.428 0.014 -0.045 0.065
O 0.367 9.363 23.05 -0.021 0.025 0.143
O 10.905 0.214 19.886 0.031 0.016 0.049
O 12.183 12.714 23.054 -0.068 0.072 0.172
O 13.965 15.633 16.548 -0.027 -0.027 -0.03
O 2.559 8.904 17.179 -0.033 0.022 -0.017
O 7.664 11.25 16.272 0.028 -0.043 -0.108
O -0.222 10.419 20.639 -0.032 -0.028 0.051

Results
free energy: -248724.852 eV
free energy less fixed offsets of O -568.88, Si -635.61 eV per atom: -9.392 eV

The program warned: the cutoff lies below the one the program advises for these potential files; the forces do not sum to zero within the program's tolerance; the exchange-correlation potential is rough where the density is thin.
